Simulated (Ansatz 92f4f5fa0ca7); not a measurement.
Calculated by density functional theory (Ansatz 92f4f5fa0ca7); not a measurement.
Periodic cell of 211 atoms, Si128O83, from a study of silicon, its oxide and their interface. The atomic structure is a simulated model.
Doubt: the cutoff is far below the 930 eV that the study's wrapper takes by default for these files, so forces and energies are approximate.
This geometry differs little from another in the collection (a relaxation step or a small displacement).

Settings: functional PBE; potential files Ansatz PAW; basis plane waves; wave-function cutoff 580 eV; density cutoff ratio 5; exchange-correlation grid ratio 1; k mesh 1 x 1 x 1, Gamma-centred; self-consistency stop 5e-08 eV per atom in the density residual; occupations fixed; spin none; net charge 0.

Cell vectors (angstrom)
a 10.938 0 0
b 0 10.938 0
c -3.7813 3.5323 30.7148

Atoms: element, x, y, z (angstrom)
Si 6.5495 12.2741 23.316
Si 4.7381 13.853 23.254
Si 7.5374 6.5433 22.8009
Si -0.3376 8.5166 23.3771
Si 2.3483 11.0464 23.2975
Si 9.861 15.361 22.8132
Si 1.3011 6.7323 23.3864
Si 5.7577 10.4169 24.5514
Si 8.4511 13.0986 24.427
Si 5.6115 4.735 24.5165
Si 8.6509 7.7393 24.4845
Si 0.5233 10.2912 24.6196
Si 3.0469 12.9402 24.5512
Si 11.1837 16.0064 24.649
Si 3.0326 7.639 24.6758
Si 4.435 11.7279 26.0237
Si 7.1953 14.5101 25.8974
Si 4.3905 6.1881 25.9246
Si 7.198 9.04 25.8341
Si 9.914 11.7242 25.776
Si 12.5754 14.4374 25.8136
Si 9.8053 17.2604 26.0179
Si 1.7326 8.982 26.1052
Si 3.082 10.3775 27.3777
Si 5.8267 13.129 27.2981
Si 3.0058 4.8471 27.2729
Si 5.8063 7.6277 27.231
Si 8.5453 10.3889 27.2439
Si 11.2334 13.0867 27.2337
Si 8.5023 15.8429 27.3348
Si 11.2355 7.6288 27.3545
Si 4.4222 9.0013 28.6638
Si 7.1567 11.7358 28.6638
Si 4.4222 3.5323 28.6638
Si 7.1567 6.2668 28.6638
Si 9.8912 9.0013 28.6638
Si 12.6257 11.7358 28.6638
Si 9.8912 14.4703 28.6638
Si 12.6257 17.2048 28.6638
Si 5.7894 10.3685 30.0311
Si 8.5239 13.103 30.0311
Si 5.7894 4.8995 30.0311
Si 8.5239 7.634 30.0311
Si 11.2584 10.3685 30.0311
Si 3.0549 13.103 30.0311
Si 11.2584 15.8375 30.0311
Si 3.0549 7.634 30.0311
Si 8.2035 8.2035 0.6835
Si 10.938 10.938 0.6835
Si 8.2035 2.7345 0.6835
Si 10.938 5.469 0.6835
Si 13.6725 8.2035 0.6835
Si 5.469 10.938 0.6835
Si 13.6725 2.7345 0.6835
Si 16.407 5.469 0.6835
Si 6.8362 6.8362 2.0507
Si 9.5708 9.5708 2.0507
Si 6.8362 1.3673 2.0507
Si 9.5708 4.1018 2.0507
Si 12.3052 6.8362 2.0507
Si 15.0397 9.5708 2.0507
Si 12.3052 12.3052 2.0507
Si 15.0397 4.1018 2.0507
Si 8.2319 5.4985 3.4933
Si 10.9472 8.2048 3.3801
Si 8.2047 10.9319 3.3685
Si 10.935 2.7254 3.495
Si 13.6229 5.434 3.2933
Si 5.5107 8.2362 3.4633
Si 13.6686 10.9417 3.4911
Si 5.4739 2.7362 3.3228
Si 9.6488 6.9053 4.8702
Si 12.2343 9.5506 4.8268
Si 9.4576 12.2995 4.8078
Si 12.4152 4.0828 4.7992
Si 3.9839 6.8392 4.6022
Si 6.9801 9.579 4.8637
Si 15.1047 12.3757 4.7658
Si 6.8065 4.0489 4.7297
Si 8.7855 8.6896 6.2649
Si 10.4229 10.5395 6.0305
Si 7.6651 2.2971 6.0901
Si 11.5281 5.9275 5.9402
Si 2.2442 7.6775 5.986
Si 5.9841 11.4288 5.9341
Si 14.2754 3.2434 6.0798
Si 4.9244 5.0336 5.7285
Si 11.4857 11.3282 7.9622
Si 4.0492 9.2897 23.3934
Si 4.0855 13.992 18.3147
Si 10.8952 12.0263 16.8698
Si 5.9557 8.3783 18.1023
Si 6.01 5.7161 8.4858
Si 1.8634 9.9918 18.3529
Si 10.0573 6.9167 12.8957
Si 5.7469 8.3721 20.9379
Si 7.5026 10.9285 20.8368
Si 11.1057 7.7297 19.2263
Si 12.3407 3.716 10.6218
Si 12.3797 5.0585 13.4712
Si 1.6682 11.4715 21.0802
Si 7.7561 5.0881 12.3003
Si 13.7935 2.4515 8.3047
Si 5.3395 6.6893 11.1068
Si 3.1495 14.1884 20.4977
Si 8.2672 2.3292 11.0599
Si 6.9419 15.1003 17.9394
Si 10.1833 9.7475 21.4368
Si 6.8084 11.4545 12.8752
Si 4.8143 10.8772 8.8543
Si 5.4802 7.186 15.1862
Si 2.3018 13.8192 15.6395
Si 8.4269 11.0768 15.5897
Si 10.9084 11.8133 10.8718
Si 10.3653 5.3544 8.757
Si 7.9273 3.3038 8.2436
Si 4.7232 1.5067 14.5943
Si 14.1743 7.5534 13.2198
Si 12.1039 8.9649 11.594
Si 8.4793 7.8208 8.5565
Si 4.6011 11.0376 17.3831
Si 6.398 15.2019 14.9246
Si 8.4438 6.8438 17.8849
Si 13.4196 8.9656 8.7583
Si 8.3152 7.9821 15.1366
Si 6.8767 9.4772 10.622
Si 8.3544 12.4658 18.237
Si 1.1996 5.5405 21.3343
O 6.2313 5.7572 23.3678
O 9.2543 13.8754 23.1615
O 14.9256 6.8763 11.9549
O 10.5862 11.368 9.3289
O 8.1493 9.0121 9.668
O 4.5737 12.4019 18.2967
O 6.954 7.4316 21.5397
O 4.9888 11.4796 15.8736
O 9.9254 12.7985 17.9362
O 6.0254 8.1436 10.9435
O 1.9868 13.0258 20.6642
O 4.3413 14.0171 21.6299
O 5.2247 11.539 13.3192
O 1.6814 15.0212 14.7446
O 5.3466 15.0532 18.2854
O 10.018 11.4534 15.6116
O 10.3159 8.8862 20.0553
O 7.6271 13.8362 18.6863
O 12.8241 4.3666 12.0469
O 8.0854 2.1888 9.4392
O 11.5452 10.5091 11.6329
O 13.3078 8.846 12.7085
O 10.926 15.3637 21.5458
O 2.4997 15.6661 20.7736
O 6.2986 9.8696 20.6392
O 14.8401 12.2501 8.934
O 4.2608 7.9572 14.4211
O 8.6597 5.4434 22.2989
O 6.5791 4.1863 8.5974
O 7.1729 14.9786 16.3329
O 5.3816 5.5565 15.0065
O 4.4862 8.5175 21.9648
O 7.6853 5.5162 18.4584
O 5.4448 7.5486 16.783
O 11.4322 5.4932 7.5448
O 10.9887 11.1769 21.1967
O 6.8535 7.7085 14.4505
O 6.9114 12.175 21.6889
O 10.8242 5.5573 13.392
O 13.5412 3.5724 9.4994
O 5.4922 10.8051 7.3873
O 7.7266 11.8434 16.8544
O 8.4934 6.8156 16.2583
O 3.2241 14.2943 16.9226
O 5.7143 9.9715 17.8863
O 5.2191 7.832 19.4711
O 14.0787 1.9084 14.6126
O 9.1986 4.3334 8.2397
O 5.5539 2.9158 14.5915
O 2.2318 10.4811 19.8812
O 9.5129 1.3837 11.5429
O 13.5286 7.8024 7.6287
O 8.16 11.3988 19.4375
O 0.8542 6.6364 20.1891
O 14.8911 9.5264 9.1424
O 1.0545 13.0301 16.2801
O 11.9019 2.1648 10.935
O 8.6397 10.1804 21.7286
O 5.1917 5.8902 7.1175
O 12.6467 8.5165 10.1167
O 3.1712 10.2379 17.416
O 1.3719 8.4276 18.3562
O 7.2868 10.1026 12.0823
O 7.5657 8.1474 18.3344
O 13.209 6.4055 13.811
O 9.7439 6.8619 9.047
O 7.2069 6.8109 8.4775
O 8.7218 6.3877 12.1368
O 8.2825 9.4699 15.7794
O 4.9476 6.0622 9.6623
O 6.2924 5.5708 11.8028
O 9.5689 7.8708 14.1215
O 11.1438 4.684 10.0349
O 6.9881 1.8149 11.9072
O 6.0339 10.7091 9.9331
O 12.6473 10.2022 8.0678
O 7.7484 11.5716 14.2036
O 9.9892 6.9451 18.3505
O 8.4348 3.9185 11.3868
O 12.3142 1.8144 7.8888
O 7.5711 4.5257 13.819
O 10.9478 7.8691 11.9341
O 0.635 10.8187 17.7018

Results
free energy: -128576.917 eV
free energy less fixed offsets of O -568.88, Si -635.61 eV per atom: -1.797 eV

Forces (eV/angstrom), in the order of the atoms: element, x, y, z
Si 0.0162 0.0232 -0.0748
Si -0.0007 0.0329 -0.0983
Si 0.0483 -0.0233 -0.0204
Si 0.0647 0.0592 0.0179
Si -0.003 -0.02 0.019
Si 0.0529 0.0251 -0.0053
Si 0.0101 0.0245 -0.0039
Si 0.0064 -0.0388 0.0101
Si 0.0657 0.0532 -0.0443
Si 0.0392 0.0667 -0.0454
Si -0.0163 -0.0036 0.0598
Si 0.036 0.0006 -0.0346
Si -0.0071 -0.0049 -0.0034
Si 0.0006 -0.0144 0.0067
Si -0.0032 0.0272 -0.0111
Si 0.0112 0.0115 -0.0312
Si 0.0004 -0.0341 -0.0149
Si 0.005 -0.0039 0.0084
Si -0.0396 0.004 0.0221
Si -0.0265 0.0042 0.0157
Si -0.0103 -0.008 0.0234
Si -0.0429 0.0132 -0.0009
Si -0.0165 -0.0194 0.0115
Si 0.0112 0.0153 0.0287
Si -0.0048 0.01 0.0224
Si -0.0166 0.0012 0.0021
Si 0.0019 0.0008 0.0004
Si 0.0057 -0.0073 -0.0058
Si -0.0082 0.0049 -0.0046
Si -0.0243 -0.0164 -0.0013
Si 0.0185 0.0084 0.0195
Si 0.4471 -0.2529 0.0802
Si 0.2464 -0.0023 -0.1331
Si -0.0354 0.0053 -0.0748
Si -0.225 0.1872 0.0623
Si -0.1924 0.2746 0.1257
Si -0.2287 0.2327 -0.0058
Si 0.074 -0.1313 -0.1558
Si -0.1104 -0.3158 0.0822
Si 0.0253 -0.2078 -0.0161
Si 0.0598 0.0284 0.0084
Si -0.0306 0.1637 -0.0065
Si -0.12 0.0519 -0.0011
Si -0.013 0.0949 0.0076
Si -0.0815 -0.0272 0.0007
Si 0.0321 -0.0751 0.0117
Si 0.1389 -0.0157 -0.026
Si 0.0157 0.0255 -0.0442
Si -0.0065 -0.0803 -0.0262
Si -0.028 -0.11 0.0484
Si 0.0155 0.1408 -0.0533
Si 0.0053 -0.0886 0.0533
Si 0.0004 0.0906 -0.039
Si 0.053 0.0368 -0.0554
Si -0.0795 -0.0479 -0.0365
Si 0.1463 -0.0091 0.4311
Si 0.1356 0.009 -0.3728
Si -0.0193 -0.2143 -0.5646
Si 0.1362 0.1603 0.5681
Si -0.4102 -0.0064 -0.7147
Si 0.1377 0.2 0.4936
Si -0.0897 -0.0618 0.5032
Si 0.0448 -0.0283 -0.8106
Si -0.0075 0.0107 -0.0169
Si -0.0074 0.0094 -0.0031
Si 0.0091 0.0094 -0.024
Si 0.0123 -0.0173 -0.0022
Si -0.0021 -0.0174 0.0112
Si 0.012 -0.0013 0.0193
Si -0.0136 0.0095 -0.0141
Si -0.0002 0.011 0.0023
Si -0.0127 0.0012 0.0043
Si 0.0357 -0.0143 0.0248
Si 0.0076 0.0224 0.0189
Si -0.0087 -0.0055 -0.0142
Si 0.0142 0.0113 0.0092
Si 0.0074 0.0014 -0.0305
Si -0.0005 0.0014 0.0124
Si -0.0047 0.0004 0.0448
Si 0.0372 0.0229 0.0471
Si -0.0074 -0.004 0.0046
Si -0.0231 0.0201 -0.0139
Si -0.0249 -0.0757 0.0813
Si 0.0373 0.0384 0.0924
Si -0.0417 -0.0776 0.1301
Si 0.0017 -0.0222 0.0074
Si 0.0237 0.0837 0.1192
Si -0.0545 0.0242 -0.0254
Si 0.0409 -0.0608 -0.0736
Si 0.0365 -0.0072 -0.0893
Si -0.0018 -0.0152 -0.0162
Si 0.0073 -0.0051 -0.0566
Si -0.0549 0.0369 -0.1033
Si -0.0246 -0.0031 -0.0125
Si 0.0076 0.0156 0.0698
Si -0.0555 -0.049 -0.0139
Si 0.007 0.0081 -0.055
Si 0.0315 -0.0563 0.0939
Si 0.034 -0.0724 0.0209
Si 0.0287 0.0506 -0.0017
Si -0.0137 -0.042 0.0243
Si -0.0147 -0.011 0.0619
Si -0.0242 0.0363 -0.0405
Si 0.0158 0.0165 0.076
Si 0.0335 0.0829 0.0416
Si -0.0272 0.0043 0.0564
Si 0.072 0.0069 -0.0529
Si 0.0053 -0.0329 -0.028
Si 0.0275 0.0024 0.0141
Si 0.0909 0.053 -0.0461
Si 0.0165 0.0115 0.0146
Si -0.0172 -0.0272 0.0006
Si -0.0036 0.013 -0.0461
Si 0.0068 0.0157 0.0622
Si 0.0479 0.0059 -0.0479
Si 0.0243 -0.0552 -0.0466
Si 0.0289 -0.0285 -0.0109
Si -0.0059 -0.0017 0.0462
Si -0.0206 0.0091 0.1165
Si -0.0063 0.0742 -0.0743
Si 0.0005 -0.0637 -0.0432
Si 0.0223 0.0166 -0.0013
Si -0.0102 0.0059 -0.0448
Si -0.0564 -0.0131 -0.0072
Si 0.0009 0.0042 -0.0171
Si 0.0278 -0.0141 0.0454
Si 0.0119 0.0444 -0.0919
Si 0.0724 0.132 -0.1406
O -0.0374 -0.063 0.0666
O -0.0794 -0.0743 0.0907
O 0.031 -0.0093 -0.0476
O 0.0045 -0.0111 -0.0443
O -0.0109 -0.0218 0.0163
O -0.0092 0.0236 0.02
O 0.0023 -0.0234 0.0238
O -0.0179 0.0101 0.0586
O -0.002 -0.0234 0.0183
O -0.0161 -0.0059 -0.0112
O 0.0042 0.0137 0.0082
O -0.0385 -0.0144 0.06
O -0.0049 0.0108 0.0045
O 0.0111 -0.0084 0.0188
O -0.0213 -0.0039 0.0242
O 0.0199 0.0082 0.0281
O 0.0032 -0.0098 -0.0011
O -0.0201 -0.0066 0.0035
O -0.0087 -0.0115 -0.016
O 0.0031 0.0349 -0.0127
O 0.0127 -0.0094 -0.0309
O -0.0121 0.005 -0.0346
O -0.0355 -0.0017 0.0533
O -0.0174 -0.0535 0.0496
O 0.0191 0.0571 0.0083
O 0.0371 -0.0212 0.0071
O -0.0072 -0.0067 -0.0026
O -0.0019 -0.0141 0.0658
O -0.0179 0.0257 -0.0081
O -0.0267 -0.0055 0.0242
O -0.0091 -0.0059 0.0097
O -0.0352 0.0849 0.0763
O -0.0092 0.0004 0.011
O -0.0139 -0.0093 0.0303
O 0.0111 0.0385 -0.0252
O -0.019 -0.0498 0.0439
O -0.0069 0.0074 0.0119
O -0.0454 0.0004 0.0566
O -0.0031 -0.0116 -0.0068
O -0.0078 -0.0035 -0.004
O 0.0222 0.0518 -0.0205
O 0.0023 0.0065 0.0556
O 0.0001 -0.008 0.0053
O 0.0153 0.0106 0.0233
O -0.0263 0.0216 0.0192
O 0.0059 0.0012 0.0767
O -0.0098 0.0188 0.002
O -0.0119 0.0015 -0.0147
O -0.0113 0.0177 0.0201
O 0.001 0.0222 0.0087
O 0.0068 -0.0016 -0.0161
O -0.017 -0.0132 -0.0589
O -0.0254 -0.0312 0.0587
O -0.0058 -0.0819 0.0282
O -0.022 -0.0132 0.0132
O 0.0154 0.0033 0.0066
O -0.0006 0.0353 0.0045
O 0.0023 0.0079 0.033
O 0.0121 -0.1051 0.048
O 0.047 0.0102 -0.0721
O 0.0066 0.0285 0.0201
O -0.0113 -0.0086 0.0161
O -0.0054 -0.0309 -0.0528
O -0.0279 0.0041 0.0338
O -0.0197 -0.0384 0.0097
O 0.0155 -0.0298 0.017
O -0.0825 -0.0631 0.0229
O -0.016 -0.0114 -0.0355
O 0.0038 -0.0093 0.0154
O 0.0121 -0.0091 -0.0342
O -0.0022 0.0069 -0.0435
O -0.0054 0.0003 -0.0053
O -0.0424 0.0336 -0.0254
O -0.0132 0.0053 -0.0193
O -0.0979 0.0175 -0.055
O 0.0386 -0.0911 0.0317
O -0.0025 -0.004 -0.0084
O 0.0323 0.014 0.0239
O 0.0158 0.019 -0.0148
O -0.0173 -0.0297 0.009
O 0.0041 0.0013 0.0009
O 0.0261 0.0173 -0.0504
O -0.0041 0.0167 0.0019

The program warned: the cutoff lies below the one the program advises for these potential files; the forces do not sum to zero within the program's tolerance; the exchange-correlation potential is rough where the density is thin.
